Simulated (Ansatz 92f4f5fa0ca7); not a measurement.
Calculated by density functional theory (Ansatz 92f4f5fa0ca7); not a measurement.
Periodic cell of 221 atoms, Si132O88H1, from a study of silicon, its oxide and their interface. The atomic structure is a simulated model.
Doubt: the cutoff is far below the 930 eV that the study's wrapper takes by default for these files, so forces and energies are approximate.

Settings
functional: PBE
potential files: Ansatz PAW
basis: plane waves
wave-function cutoff: 580 eV
density cutoff ratio: 5
exchange-correlation grid ratio: 1
k mesh: 1 x 1 x 1, Gamma-centred
self-consistency stop: 5e-08 eV per atom in the density residual
occupations: fixed
spin: none
net charge: +1 e, with a uniform compensating background and no finite-size correction

Cell vectors (angstrom)
a, 10.938, 0, 0
b, 0, 10.938, 0
c, 0, 0, 32.867

Atoms and the computed forces on them: element, x, y, z (angstrom), force x, y, z (eV/angstrom)
Si, -0.337, 0.2879, 25.3335, 0.2074, -0.2244, -0.005
Si, 5.7083, -0.4804, 25.2269, -0.1712, 0.2971, -0.0788
Si, 2.5475, 3.0041, 25.3247, 0.0618, -0.0503, 0.1173
Si, 8.4152, 2.5671, 25.3987, 0.0118, -0.0507, 0.0589
Si, 0.2913, 5.214, 25.3329, -0.1359, 0.1017, 0.2105
Si, 5.2073, 5.6386, 25.5401, 0.0332, -0.013, 0.2863
Si, 3.1029, 7.885, 25.7538, -0.8016, 0.0612, 0.5829
Si, 8.1173, 8.3866, 25.3633, -0.0232, -0.0155, 0.0019
Si, 1.3803, 1.3695, 26.5925, -0.0608, -0.0056, -0.0456
Si, 6.7572, 1.3323, 26.5541, -0.0268, -0.1926, -0.0947
Si, 4.0288, 4.0976, 26.8191, -0.0747, 0.0614, -0.0769
Si, 9.6246, 4.0915, 26.7104, 0.0144, 0.0352, -0.043
Si, 1.2909, 6.8132, 26.7551, 0.0871, -0.0546, -0.1006
Si, 6.9198, 6.8014, 26.6679, -0.0593, 0.0496, -0.0002
Si, 4.1626, 9.5916, 26.7935, 0.3068, 0.3145, 0.0734
Si, 9.548, 9.6356, 26.7359, -0.0002, 0.009, -0.0151
Si, 2.7136, 0.0298, 28.0575, -0.0947, -0.0058, -0.0611
Si, 8.1364, 0.0354, 28.0668, 0.0325, 0.0761, -0.0159
Si, 0.0406, 2.7098, 28.0678, 0.0274, -0.0345, 0.0165
Si, 5.4664, 2.7001, 28.0481, 0.0452, 0.0063, 0.0137
Si, 2.7083, 5.4825, 28.1515, 0.1312, 0.1041, -0.0303
Si, 8.2418, 5.4471, 28.0748, -0.0111, -0.0448, -0.0334
Si, -0.0334, 8.2457, 28.085, 0.0146, 0.0758, -0.0502
Si, 5.5332, 8.1436, 28.0981, 0.0184, -0.1636, 0.0326
Si, 4.1018, 1.3673, 29.4487, 0.0083, 0.0035, -0.0727
Si, 9.5708, 1.3673, 29.4487, -0.1105, 0.056, -0.169
Si, 1.3673, 4.1018, 29.4487, -0.3562, -0.158, 0.3367
Si, 6.8362, 4.1018, 29.4487, 0.0556, -0.2067, -0.2861
Si, 4.1018, 6.8362, 29.4487, 0.1467, 0.0464, 0.2799
Si, 9.5708, 6.8362, 29.4487, -0.0359, 0.0112, 0.0229
Si, 1.3673, 9.5708, 29.4487, 0.0932, 0.065, -0.0978
Si, 6.8362, 9.5708, 29.4487, -0.0352, 0.1477, 0.1271
Si, 0, 0, 30.816, -0.0733, -0.003, -0.0294
Si, 5.469, 0, 30.816, -0.0533, -0.1245, -0.0006
Si, 2.7345, 2.7345, 30.816, 0.087, 0.0729, -0.0111
Si, 8.2035, 2.7345, 30.816, 0.053, 0.0306, -0.0002
Si, 0, 5.469, 30.816, 0.0268, -0.0763, 0.0192
Si, 5.469, 5.469, 30.816, -0.0494, -0.0387, -0.0089
Si, 2.7345, 8.2035, 30.816, 0.096, 0.0451, -0.0006
Si, 8.2035, 8.2035, 30.816, 0.0187, -0.014, -0.0036
Si, 1.3673, 1.3673, 32.1832, -0.0152, 0.0257, -0.026
Si, 6.8362, 1.3673, 32.1832, -0.009, -0.0043, -0.041
Si, 4.1018, 4.1018, 32.1832, 0.0139, -0.0276, -0.0065
Si, 9.5708, 4.1018, 32.1832, -0.0605, 0.0313, -0.0082
Si, 1.3673, 6.8362, 32.1832, -0.0243, -0.0071, -0.0393
Si, 6.8362, 6.8362, 32.1832, -0.0087, -0.0073, -0.022
Si, 4.1018, 9.5708, 32.1832, 0.0021, 0.0571, -0.0091
Si, 9.5708, 9.5708, 32.1832, 0.0081, -0.0103, 0.0003
Si, 2.7345, 0, 0.6835, 0.0291, -0.0326, 0.0227
Si, 8.2035, 0, 0.6835, -0.0287, 0.0228, 0.022
Si, 0, 2.7345, 0.6835, -0.007, 0.0232, 0.0114
Si, 5.469, 2.7345, 0.6835, 0.0512, 0.0027, 0.0216
Si, 2.7345, 5.469, 0.6835, 0.0488, -0.0357, 0.0171
Si, 8.2035, 5.469, 0.6835, 0.0165, -0.0456, 0.0383
Si, 0, 8.2035, 0.6835, 0.055, -0.0761, 0.0162
Si, 5.469, 8.2035, 0.6835, -0.0036, -0.0097, 0.0101
Si, 4.1018, 1.3673, 2.0507, -0.0754, -0.0631, 0.0328
Si, 9.5708, 1.3673, 2.0507, -0.0255, 0.0049, 0.0256
Si, 1.3673, 4.1018, 2.0507, -0.0023, -0.0171, 0.0067
Si, 6.8362, 4.1018, 2.0507, -0.0866, -0.0028, -0.0259
Si, 4.1018, 6.8362, 2.0507, 0.0352, -0.0106, 0.0263
Si, 9.5708, 6.8362, 2.0507, 0.0696, 0.1544, 0.0057
Si, 1.3673, 9.5708, 2.0507, -0.0722, 0.0628, 0.0085
Si, 6.8362, 9.5708, 2.0507, -0.0458, -0.0327, -0.0025
Si, 0, 0, 3.418, 0.0559, -0.3589, -0.0527
Si, 5.469, 0, 3.418, -0.2676, -0.471, -0.1013
Si, 2.7345, 2.7345, 3.418, -0.4437, -0.2211, 0.0459
Si, 8.2035, 2.7345, 3.418, 0.113, 0.1168, -0.0844
Si, 0, 5.469, 3.418, 0.4072, 0.1958, 0.3063
Si, 5.469, 5.469, 3.418, 0.2057, -0.0255, -0.52
Si, 2.7345, 8.2035, 3.418, -0.1259, -0.0576, 0.3349
Si, 8.2035, 8.2035, 3.418, 0.5008, 0.343, -0.0918
Si, 1.3367, 1.301, 4.8222, -0.0017, -0.0601, -0.0671
Si, 6.8529, 1.3148, 4.7189, -0.0083, -0.0358, -0.0167
Si, 4.0804, 4.1286, 4.7096, -0.0107, 0.0042, -0.0445
Si, 9.6204, 4.0853, 4.7775, 0.0189, 0.0081, -0.0752
Si, 1.3797, 6.8645, 4.8968, -0.0026, -0.0222, -0.0098
Si, 6.9232, 6.7832, 4.7069, -0.0678, 0.0245, -0.0642
Si, 4.11, 9.5178, 4.8337, -0.0008, 0.0119, -0.0396
Si, 9.624, 9.5625, 4.8542, -0.0127, 0.0541, -0.0343
Si, 2.6667, -0.1113, 6.2369, -0.0076, -0.0235, 0.0067
Si, 8.2091, 0.0358, 6.155, -0.0267, 0.0379, 0.018
Si, -0.086, 2.6508, 6.183, -0.0575, 0.0363, 0.0616
Si, 5.4188, 2.6762, 5.9346, 0.0333, 0.0057, 0.004
Si, 2.846, 5.4718, 6.2028, -0.0216, 0.0318, 0.0185
Si, 8.3053, 5.5025, 6.1117, 0.0364, -0.0467, 0.0365
Si, -0.0143, 8.2007, 6.3921, 0.0779, -0.0046, 0.007
Si, 5.5688, 8.0712, 6.0714, 0.0229, 0.0228, 0.0311
Si, 3.8855, 1.5679, 7.3062, -0.0263, 0.0468, 0.0986
Si, 9.0106, 1.7815, 7.6005, 0.0266, -0.0517, -0.0586
Si, 1.6453, 3.779, 7.283, 0.0194, 0.0304, 0.1014
Si, 6.8281, 4.0537, 7.1415, -0.0159, -0.034, 0.1334
Si, 4.7188, 6.3521, 7.4665, -0.0827, 0.0142, 0.0334
Si, 9.2963, 7.0084, 7.708, -0.0619, -0.009, 0.0518
Si, 1.3187, 9.5794, 7.8437, -0.0081, -0.0018, 0.0039
Si, 7.1137, 9.284, 7.3601, -0.0307, 0.0279, -0.133
O, 1.4008, 4.1017, 24.847, 0.0754, 0.0183, -0.0624
O, 6.9216, 9.4159, 24.8773, 0.1194, -0.0166, -0.019
O, 2.7845, 2.6922, 7.8018, 0.0087, -0.0477, -0.1392
O, 8.1833, 8.2003, 8, 0.1015, -0.1079, -0.057
O, 5.7615, 5.1187, 7.9148, 0.0572, -0.0204, -0.0694
O, -2.268, 2.3886, 18.7023, 0.0026, 0.027, 0.0059
O, 4.1234, 6.8491, 25.0865, 0.4469, -0.4777, -0.6507
O, 9.5183, 1.4456, 24.8956, -0.1515, 0.147, -0.0297
O, 2.181, 8.5027, 8.7571, 0.046, -0.011, -0.0101
O, 0.9256, 4.3171, 8.6546, 0.0112, -0.0114, -0.0312
O, 9.374, 1.1544, 9.0853, 0.022, -0.0181, 0.054
O, 6.4688, 10.0229, 8.6533, -0.0704, 0.0736, 0.1182
O, 4.6206, 1.0441, 8.6654, 0.0113, -0.0308, -0.0009
O, 4.446, 7.1716, 8.8584, -0.0119, 0.0196, -0.0129
O, 7.8617, 2.96, 7.923, 0.0316, 0.0339, -0.0648
O, 9.6794, 6.4015, 9.2089, 0.0195, -0.0055, 0.0108
O, 3.29, 2.4285, 23.9799, 0.04, 0.0392, -0.0749
O, 4.9165, -0.3699, 23.787, 0.1532, -0.0264, 0.2109
O, 7.8777, 3.378, 24.0704, -0.0243, 0.0357, -0.0189
O, 10.7506, 6.0023, 23.9901, 0.0083, -0.0062, -0.051
O, 8.8672, 7.8601, 23.9976, -0.053, -0.0071, 0.0361
O, 0.0414, 10.5277, 23.9022, -0.0234, 0.0886, 0.0866
O, 5.5782, 4.7944, 24.2116, 0.0305, -0.0211, -0.0697
O, 0.9925, 10.6422, 21.3668, -0.0713, 0.1654, -0.1964
Si, 4.1392, 6.759, 12.1999, -0.01, -0.0018, 0.0247
Si, 8.4225, -2.3161, 14.6192, -0.0029, 0.0066, -0.0137
Si, 5.3012, 2.8669, 13.3333, -0.0091, 0.0042, -0.0011
Si, 6.7454, -3.951, 18.9644, -0.0394, 0.0151, 0.0282
Si, 8.4684, -9.5766, 17.4616, -0.0041, 0.0264, 0.0042
Si, 1.78, -3.1583, 18.2946, 0.0171, 0.0056, 0.0422
Si, 0.8652, 9.7769, 22.7254, 0.4058, -0.1753, 0.3147
Si, 11.7686, 3.612, 10.1221, -0.0237, 0.0127, 0.0559
Si, 5.3369, 10.7976, 9.5018, -0.0378, -0.0071, 0.0419
Si, 2.6474, 4.0703, 12.4149, -0.0101, 0.0013, 0.0207
Si, 13.3602, -5.4495, 16.5711, -0.014, -0.0041, 0.0068
Si, -1.2258, 3.0532, 19.7708, -0.0158, 0.0359, -0.0264
Si, 10.9246, 1.2443, 15.4752, -0.0149, 0.0072, -0.0053
Si, 0.5505, -6.7822, 14.5339, -0.0012, 0.0022, -0.0046
Si, 6.5013, 0.3622, 12.2469, 0.0011, 0.0041, 0.0245
Si, 0.266, 11.3013, 20.0464, -0.0017, 0.0062, -0.0166
Si, 14.3334, -6.0119, 20.6483, -0.0006, 0.0571, -0.0607
Si, 6.7976, -5.7671, 11.9495, -0.0046, 0.0027, 0.0205
Si, 5.4684, -1.996, 13.8564, -0.002, -0.0011, -0.008
Si, 6.5627, 3.9076, 23.2688, -0.032, -0.0296, -0.1054
Si, 9.5128, 0.04, 12.8232, -0.006, 0.0063, -0.0028
Si, 10.7015, 0.6677, 9.922, -0.0055, -0.0164, 0.0259
Si, 1.7235, -0.3586, 17.4447, -0.0252, 0.0273, 0.0258
Si, 4.1128, -3.1054, 20.5324, 0.0131, 0.0825, 0.0598
Si, 9.203, -4.9301, 13.5065, 0.0011, 0.0079, -0.0035
Si, 0.9077, -5.8117, 19.0398, -0.0124, 0.0051, -0.0076
Si, 5.8895, 2.4583, 16.2447, -0.0054, 0.0001, -0.0081
Si, 4.0994, 2.3923, 22.5479, -0.0363, -0.1103, -0.0304
Si, 4.6735, -0.4094, 16.3796, 0.0027, 0.0032, -0.0105
Si, 10.0266, 7.1521, 23.0851, 0.1407, 0.1497, -0.0511
Si, 7.4895, -1.4416, 17.3767, -0.0096, -0.0125, 0.0002
Si, 9.4323, 5.5785, 10.6127, 0.0049, 0.0062, 0.0487
Si, -2.6665, 5.3139, 21.1811, -0.0003, -0.0023, -0.0426
Si, 3.853, -0.6018, 22.5617, -0.2909, -0.313, 0.212
Si, 4.9847, 4.8385, 17.7961, 0.0008, 0.0288, 0.0177
Si, 14.4614, -2.6898, 9.6554, -0.0194, 0.0121, 0.0417
O, 1.7261, 4.5965, 17.7427, 0.0043, 0.011, -0.005
O, 9.8314, -9.8483, 16.6596, 0.0067, 0.0019, -0.0072
O, 19.0102, 0.7366, 12.4933, 0.0043, 0.0013, -0.0103
O, 6.0347, -1.1624, 12.5703, -0.0005, -0.0068, 0.0041
O, 2.9302, -2.8301, 19.4308, -0.0191, 0.0006, -0.0351
O, 6.0536, 6.0726, 17.8012, -0.0171, -0.0203, -0.0168
O, 3.7652, -4.5354, 21.3033, -0.0073, -0.0316, -0.0011
O, 4.4363, 7.7746, 13.4278, 0.0046, 0.0101, -0.0077
O, -1.1745, 6.4234, 12.0003, -0.0082, 0.0003, -0.0018
O, 2.2592, 3.9713, 10.8375, -0.0047, 0.0029, -0.0166
O, 14.6151, -7.2891, 21.6119, 0.0231, -0.0029, 0.0764
O, 4.8624, 1.2036, 16.303, -0.0001, 0.0075, 0.0018
O, 5.6537, 1.295, 13.253, -0.002, 0.0029, -0.0045
O, 4.2381, 4.79, 19.2539, 0.0174, 0.0084, -0.0169
O, 2.4494, 9.7577, 23.2477, -0.1321, -0.0421, 0.0737
O, 10.3923, 4.2587, 10.7218, 0.0221, -0.0113, -0.0489
O, 16.6545, 3.4113, 17.5533, -0.0032, 0.004, 0.0008
O, 8.0122, -0.0763, 18.1457, -0.0352, 0.0156, -0.015
O, 4.2515, -1.7952, 21.5237, 0.0673, -0.0686, -0.1203
O, 7.407, 1.8704, 16.3498, -0.0048, 0.0058, -0.016
O, 5.7177, 2.5848, 22.7858, 0.0461, 0.1179, 0.0449
O, 5.909, -1.1848, 17.112, -0.0058, 0.009, -0.0008
O, -3.289, -2.7647, 18.3041, 0.006, 0.0215, -0.0061
O, 1.3393, 0.5089, 18.7941, -0.0087, 0.0154, -0.059
O, -0.9551, -0.6772, 19.8487, -0.0917, 0.0387, -0.0763
O, 7.6376, 5.5825, 13.2933, 0.0014, 0.0047, 0.0011
O, 7.8461, 5.1353, 10.6867, -0.0088, 0.0042, -0.0238
O, 17.1069, -7.2394, 12.235, -0.005, 0.0018, -0.0101
O, 5.6586, 3.3077, 14.8694, -0.0032, 0.0079, -0.0005
O, 10.0308, -6.1433, 14.211, 0.0011, -0.0006, -0.0006
O, -1.818, -1.4235, 13.4386, -0.0087, -0.0081, 0.0066
O, 3.2337, 7.5411, 11.0874, 0.0074, 0.0033, -0.0276
O, 1.5588, -5.697, 15.2256, 0.0112, 0.0147, 0.0177
O, 14.6631, 2.9834, 12.9524, 0.0101, 0.0033, -0.0103
O, 11.348, -8.1228, 15.437, -0.0075, -0.0014, 0.0062
O, 9.2635, -3.7066, 14.5784, -0.0056, 0.0077, 0.0011
O, 6.8296, -2.6544, 14.4658, 0.0081, 0.0055, 0.0037
O, 9.3344, 6.3758, 21.8396, -0.0538, -0.0668, -0.0204
O, -0.549, 0.8083, 13.984, 0.0026, 0.0083, -0.0005
O, 0.2132, 8.2623, 22.5931, -0.0911, 0.0501, 0.0296
O, 1.788, 4.8506, 20.3836, -0.0191, 0.0072, 0.0039
O, 7.7219, -4.9237, 19.8287, 0.0091, 0.006, 0.0152
O, 5.5906, -3.2484, 19.8733, 0.0045, -0.0142, -0.0216
O, 2.4536, -3.8728, 16.9868, 0.006, -0.0027, -0.013
O, 1.0501, -1.8215, 17.7452, -0.0085, 0.0082, -0.0126
O, 3.2356, -5.396, 12.7716, 0.009, 0.0083, -0.0203
O, 3.7761, 0.9036, 21.8973, 0.0474, 0.261, -0.0421
O, 10.7044, -9.034, 20.37, -0.0298, 0.022, -0.0021
O, 10.4792, 4.2819, 19.0338, -0.0299, -0.0147, 0.0152
O, 6.0871, 0.6303, 10.7085, -0.0016, 0.0046, -0.0322
O, 5.5765, -4.7273, 11.6224, -0.005, 0.0086, -0.0204
O, 12.1701, 3.7443, 13.129, -0.0041, 0.0034, -0.0085
O, -3.9521, -5.9494, 22.1343, 0.0272, -0.0366, 0.0753
O, 3.9776, 5.0219, 16.5178, -0.0036, 0.0084, -0.01
O, 8.9042, -7.1203, 20.964, -0.0004, 0.0366, 0.0019
O, -2.4558, -1.5786, 16.0784, -0.004, 0.0119, -0.0047
O, 3.3258, -0.6217, 17.2636, 0.002, 0.0107, -0.0053
O, 11.6453, 1.9808, 10.1411, 0.0023, 0.0252, -0.0233
O, 12.1554, 0.3151, 16.0348, 0.0038, -0.0038, -0.0093
O, 4.2312, 9.6873, 9.9543, 0.0189, 0.0092, -0.0502
O, 11.476, -0.4062, 8.9482, -0.0237, 0.0362, 0.0102
O, 10.334, 0.0063, 11.3883, -0.0067, 0.0063, -0.0097
O, 4.6228, -1.0537, 14.8849, -0.0061, 0.0083, 0.0042
O, 0.661, 6.7452, 18.9121, 0.0014, 0.0052, 0.0016
H, -1.7164, -0.4793, 19.2595, 0.0575, -0.0102, 0.0321

Results
free energy: -133983.205 eV
free energy less fixed offsets of H -15.97, O -568.88, Si -635.61 eV per atom: -5.275 eV

The program warned: the cutoff lies below the one the program advises for these potential files; the exchange-correlation potential is rough where the density is thin.
